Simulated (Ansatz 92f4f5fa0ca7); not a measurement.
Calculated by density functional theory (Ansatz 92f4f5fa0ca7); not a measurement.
Periodic cell of 262 atoms, Si166O96, from a study of silicon, its oxide and their interface. The atomic structure is a simulated model.
Doubt: the cutoff is far below the 930 eV that the study's wrapper takes by default for these files, so forces and energies are approximate.

Settings: functional PBE; potential files Ansatz PAW; basis plane waves; wave-function cutoff 580 eV; density cutoff ratio 5; exchange-correlation grid ratio 1; k mesh 1 x 1 x 1, Gamma-centred; self-consistency stop 5e-08 eV per atom in the density residual; occupations fixed; spin none; net charge 0.

Cell vectors (angstrom)
a, 10.938, 0, 0
b, 0, 10.938, 0
c, 0, 0, 38.2095

Atoms: element, x, y, z (angstrom)
Si, 0, 0, 0.683
Si, 5.469, 0, 0.683
Si, 2.7345, 2.7345, 0.683
Si, 8.2035, 2.7345, 0.683
Si, 0, 5.469, 0.683
Si, 5.469, 5.469, 0.683
Si, 2.7345, 8.2035, 0.683
Si, 8.2035, 8.2035, 0.683
Si, 1.3673, 1.3673, 2.0503
Si, 6.8362, 1.3673, 2.0503
Si, 4.1018, 4.1018, 2.0503
Si, 9.5708, 4.1018, 2.0503
Si, 1.3673, 6.8362, 2.0503
Si, 6.8362, 6.8362, 2.0503
Si, 4.1018, 9.5708, 2.0503
Si, 9.5708, 9.5708, 2.0503
Si, 2.7345, 0, 36.158
Si, 8.2035, 0, 36.158
Si, 0, 2.7345, 36.158
Si, 5.469, 2.7345, 36.158
Si, 2.7345, 5.469, 36.158
Si, 8.2035, 5.469, 36.158
Si, 0, 8.2035, 36.158
Si, 5.469, 8.2035, 36.158
Si, 4.1018, 1.3673, 37.5253
Si, 9.5708, 1.3673, 37.5253
Si, 1.3673, 4.1018, 37.5253
Si, 6.8362, 4.1018, 37.5253
Si, 4.1018, 6.8362, 37.5253
Si, 9.5708, 6.8362, 37.5253
Si, 1.3673, 9.5708, 37.5253
Si, 6.8362, 9.5708, 37.5253
Si, 2.9504, -1.9176, 21.5857
Si, 6.8863, -1.3668, 32.0674
Si, 2.0765, 7.2442, 29.5557
Si, 10.2539, 5.3536, 19.2692
Si, 0.1192, 8.1644, 30.6431
Si, 8.3475, 10.784, 30.6529
Si, 1.9056, 5.7787, 24.5946
Si, 3.0682, 11.5621, 14.6785
Si, 0.6049, -2.5102, 25.3464
Si, 6.7707, -4.0792, 29.4179
Si, 3.5869, -0.351, 27.64
Si, 5.4579, 8.2409, 30.7488
Si, 3.1135, 2.0175, 27.9999
Si, 9.6438, 6.7869, 31.981
Si, 1.3168, 9.5425, 32.1651
Si, 7.2517, 12.3355, 29.2721
Si, 2.7062, -0.0747, 30.8384
Si, 8.282, 5.4218, 30.5667
Si, 1.4636, -0.4632, 26.3822
Si, 5.6414, 5.4395, 27.9707
Si, 5.6679, 2.6741, 30.5811
Si, 10.8399, 2.6483, 20.3869
Si, 0.7005, 3.404, 23.1281
Si, 9.7532, 4.1247, 29.1207
Si, 1.4973, 4.1466, 32.0805
Si, 9.6549, 1.3591, 32.0021
Si, -2.6985, 1.4574, 25.116
Si, 6.9293, 4.0824, 32.0145
Si, 4.2098, 6.7548, 32.1035
Si, 6.5841, 5.0423, 21.1927
Si, 2.2398, 12.4276, 25.2022
Si, 9.6557, 9.3906, 29.1351
Si, -0.0021, 0.0189, 33.485
Si, 5.5219, -0.0109, 33.4328
Si, 2.8207, 2.7024, 33.4001
Si, 8.2595, 2.7018, 33.3965
Si, 0.0551, 5.4709, 33.413
Si, 5.5649, 5.4154, 33.4559
Si, 2.7681, 8.1459, 33.4212
Si, 8.2549, 8.1545, 33.3855
Si, 1.4012, 1.3892, 34.7954
Si, 6.8617, 1.3791, 34.7921
Si, 4.1292, 4.0956, 34.7943
Si, 9.5921, 4.1044, 34.7734
Si, 1.3794, 6.8381, 34.8068
Si, 6.8704, 6.8434, 34.799
Si, 4.109, 9.564, 34.7793
Si, 9.5599, 9.5585, 34.7949
Si, 2.7316, 0.0027, 3.4155
Si, 8.1662, -0.0309, 3.4315
Si, -0.0158, 2.7295, 3.3906
Si, 5.4183, 2.688, 3.4063
Si, 2.6904, 5.437, 3.4175
Si, 8.2155, 5.494, 3.4103
Si, -0.0355, 8.1883, 3.4211
Si, 5.4751, 8.2194, 3.3874
Si, 4.0686, 1.3368, 4.8582
Si, 9.5331, 1.3839, 4.7325
Si, 1.2922, 4.0803, 4.8153
Si, 6.7972, 4.1021, 4.6652
Si, 4.0812, 6.859, 4.6815
Si, 9.5128, 6.8834, 4.8559
Si, 1.3235, 9.5898, 4.7395
Si, 6.7746, 9.5591, 4.8473
Si, -0.0439, 0.0288, 6.0985
Si, 6.851, 1.3827, 7.5555
Si, 2.6476, 2.7046, 6.2024
Si, 4.8399, 7.6147, 8.7978
Si, 3.1917, 5.8768, 8.7166
Si, 4.0757, 4.1642, 7.3554
Si, 1.4171, 6.84, 7.423
Si, 5.4141, 10.8854, 6.2881
Si, 4.752, 2.8125, 10.7634
Si, 5.7091, 3.0983, 8.6319
Si, 5.449, 5.4826, 5.9863
Si, 10.2811, 2.3813, 8.5488
Si, 3.9703, 9.4692, 7.6038
Si, 8.102, 8.2229, 6.2918
Si, 1.262, 12.2905, 7.6116
Si, 6.6416, 6.7399, 7.596
Si, 2.7197, -2.7183, 6.039
Si, 8.0936, 2.7239, 6.0469
Si, 3.8854, 0.1587, 11.7876
Si, 9.2619, 4.1611, 7.4978
Si, -2.2406, 0.6763, 8.8874
Si, 8.786, 1.9163, 11.7079
Si, -1.4645, 9.7534, 7.5343
Si, 5.5851, 11.2765, 18.6125
Si, 4.6008, -2.7469, 11.8175
Si, 6.9484, 4.5337, 11.3903
Si, -2.2272, 8.2015, 13.1654
Si, 10.4583, 3.7827, 10.4366
Si, 7.3564, 4.8915, 8.9597
Si, 14.5257, 10.1568, 18.7876
Si, 3.0457, 7.3771, 17.7747
Si, 2.539, 4.6578, 10.6505
O, 29.6298, 10.7859, 21.2551
O, -11.0986, 10.7738, 17.4912
O, -20.8815, -6.5419, 10.2258
O, 38.7325, -10.036, 17.0991
O, 5.8702, -26.9261, 15.2159
O, 2.5413, -27.4341, 12.1438
O, 4.9176, -9.5158, 11.6152
O, 37.2742, -4.2824, 17.4388
O, 33.7753, -19.0606, 21.6288
O, 12.6379, -28.621, 15.8745
O, 12.0738, 5.2292, 25.9293
O, 12.177, 13.2598, 24.2158
O, 13.9479, 0.0666, 10.414
O, 31.5938, -20.3723, 20.6195
O, 22.3864, -3.9669, 11.6153
O, 8.7821, 7.5132, 11.6985
O, -4.7616, -2.302, 21.9096
O, -0.8013, 10.3001, 22.1085
O, 2.3917, -10.6193, 19.0154
O, 22.1419, -5.8622, 17.9697
O, 12.5323, -25.4106, 24.4892
O, 11.1321, -2.3032, 18.9489
O, -7.2632, 29.584, 22.1942
O, -2.2344, 1.413, 13.2376
Si, 17.333, 6.4788, 13.7932
Si, 23.2866, 1.336, 29.4719
Si, 27.1016, -3.4115, 22.6232
Si, 13.9046, 16.3014, 30.665
Si, 22.2492, -14.3152, 14.842
Si, 24.9031, -7.683, 16.0703
Si, 8.5074, 3.9257, 23.5434
Si, 18.9135, -13.8506, 27.7328
Si, 18.1322, 16.8638, 18.9792
Si, 15.0846, 0.55, 22.9806
Si, 0.1294, 13.7931, 30.6928
Si, -10.8004, 8.4368, 8.5639
Si, 11.4949, -15.7451, 27.1643
Si, 6.8793, 20.9544, 22.4053
Si, 7.5307, -5.4512, 25.8699
Si, 5.2815, 5.4555, 16.6839
Si, 20.2788, -0.0771, 20.7528
Si, 26.5652, 2.5017, 20.5798
Si, 9.5028, 10.0861, 23.6105
Si, 2.3201, 10.5439, 8.9719
Si, 10.823, 0.2541, 28.0672
Si, -6.727, 14.8041, 29.124
Si, 11.9496, -3.2801, 19.958
Si, 19.5066, 0.0706, 14.1114
Si, 13.2651, -8.9983, 18.7998
Si, -0.938, 6.7561, 10.9206
Si, 20.9729, -12.0714, 18.6278
Si, 11.2074, -0.5067, 15.9384
Si, 4.2202, -9.6031, 32.0071
Si, 9.1766, -19.7813, 28.0036
Si, 6.3298, -0.3063, 26.79
Si, 29.0222, 8.935, 18.0036
Si, -0.0888, -16.4109, 6.2056
Si, 16.8649, -11.1655, 15.8983
Si, 4.8975, 17.2431, 25.1876
Si, 1.9323, -4.0526, 12.3823
Si, 22.8333, -5.4668, 16.5598
Si, 14.5532, 9.1469, 29.5235
O, 2.9848, 29.8263, 11.742
O, 9.9958, 25.8733, 20.105
O, 6.9557, -28.1352, 27.2033
O, 35.5563, -8.7184, 17.2738
O, 12.6035, 0.2032, 15.4342
O, 12.0635, -1.4746, 9.4676
O, 15.3725, 10.7603, 15.1959
O, -19.2506, -8.4238, 26.4514
O, 52.4161, 15.8404, 24.8651
O, -1.0247, 10.86, 15.0225
O, 15.7085, -11.6228, 26.495
O, 48.6359, -15.4248, 26.8249
O, -18.1163, -12.4786, 20.2251
O, -0.6844, 2.6738, 11.6287
O, 18.504, -14.3112, 14.1255
O, 20.5264, -16.7157, 10.8093
O, 30.4498, 11.6489, 10.591
O, -3.1979, 24.4214, 23.9905
O, 18.0967, 0.1622, 14.9185
O, 6.6901, -11.7415, 19.0061
O, -0.1257, 17.0924, 15.5385
O, 25.2296, 2.8283, 19.7072
O, 29.8354, 20.4902, 23.5416
O, -7.8732, -11.5695, 22.5891
O, 2.3836, -3.8573, 19.2503
O, 27.0612, -3.6647, 13.032
O, 27.2026, 4.1462, 11.528
O, 14.5766, 12.08, 24.4075
O, 14.1348, -34.7411, 17.6489
O, 3.2817, -41.4967, 14.8053
O, 10.0354, -18.3159, 23.1925
O, 5.6788, -0.0075, 23.0189
O, 5.6766, 34.3603, 19.6969
O, 11.4835, -2.1172, 15.851
O, 8.7655, 20.0365, 17.8346
O, 45.4712, 29.1261, 13.9564
O, -3.2922, -7.8897, 11.4666
O, 16.2591, -3.1251, 10.4042
O, -7.8028, -7.8057, 10.7013
O, 30.6751, -19.5755, 26.3903
O, 6.2157, 38.2168, 24.8778
O, -11.7855, -3.4775, 9.4746
O, -25.015, 48.3086, 22.2131
O, 26.704, -1.1516, 12.0482
O, 21.44, -27.545, 28.1074
O, 19.3826, 9.7904, 13.034
O, -12.4259, 22.4125, 24.4848
O, 38.3584, 3.8179, 20.9273
O, -5.7472, 18.5773, 24.2725
O, 34.2261, 4.8691, 23.3329
O, 21.0875, -24.8114, 13.8327
O, 6.4657, 5.0681, 17.7553
O, 18.1217, 20.2113, 27.033
O, 40.8975, -14.9524, 26.4603
O, -5.2239, -15.7777, 22.0704
O, -7.4155, 5.5961, 24.695
O, -8.9064, -15.1871, 16.7123
O, 8.8124, -5.0598, 18.7595
O, -26.5069, -23.5681, 16.5944
O, 2.9031, -10.6218, 13.085
O, -14.7634, -16.4668, 12.7818
O, 15.0819, -9.1647, 21.9187
O, 10.3727, -1.9972, 24.3471
O, 6.8004, 18.451, 18.7088
O, 12.3608, -2.4019, 21.2731
O, 28.8578, 11.4713, 25.5673
O, 17.2365, 11.5366, 28.148
O, 12.7843, -4.278, 28.0106
O, 0.7942, 13.2884, 19.0713
O, 0.0382, 17.339, 20.3068
O, 10.8303, 7.501, 26.5294
O, 26.2011, 4.1696, 16.4046

Results
free energy: -160121.150 eV
free energy less fixed offsets of O -568.88, Si -635.61 eV per atom: 2.590 eV

Forces (eV/angstrom), in the order of the atoms: element, x, y, z
Si, 0.0249, 0.0395, 0.0411
Si, -0.0121, 0.0176, -0.0464
Si, -0.0435, 0.0691, -0.0683
Si, -0.0286, 0.0785, 0.0385
Si, 0.022, 0.0514, -0.053
Si, 0.0297, 0.0327, 0.0575
Si, 0.0004, 0.0374, 0.0323
Si, -0.0105, 0.0053, -0.0702
Si, 0.0789, 0.0528, -0.0873
Si, -0.1588, -0.2225, 0.0173
Si, -0.2854, -0.2154, -0.0299
Si, 0.0567, 0.2028, -0.1309
Si, -0.2166, -0.1303, 0.0331
Si, 0.1155, 0.1157, -0.1359
Si, -0.0008, 0.159, -0.1311
Si, -0.1978, -0.0573, 0.0126
Si, 0.1009, -0.0465, -0.0258
Si, -0.0613, -0.0976, 0.0662
Si, 0.133, 0.1353, -0.0347
Si, 0.1282, -0.0607, 0.0855
Si, 0.0786, -0.1391, 0.0095
Si, 0.197, -0.0414, 0.0184
Si, 0.0269, 0.0154, 0.0352
Si, 0.1049, 0.0229, -0.0567
Si, 0.0626, -0.0468, 0.0117
Si, 0.0634, -0.0758, -0.0182
Si, -0.0106, -0.0462, 0.0226
Si, -0.0196, -0.0682, -0.0038
Si, 0.0074, -0.0511, -0.0118
Si, 0.0425, -0.0608, 0.0119
Si, -0.0506, -0.025, -0.0131
Si, -0.0406, 0.0154, 0.0241
Si, 0.1376, -0.0703, 0.0963
Si, 0.1027, -0.0092, -0.0529
Si, -0.2589, 0.0075, -0.0169
Si, 0.0649, -0.0249, -0.0473
Si, 0.1064, 0.006, -0.1413
Si, 0.0577, -0.0644, -0.0036
Si, 0.2101, 0.1951, -0.0877
Si, 0.0252, 0.0714, -0.0192
Si, 0.2604, 0.1556, 0.1444
Si, 0.2812, -0.0179, -0.0592
Si, -0.3167, -0.2678, -0.4295
Si, -0.1719, 0.0373, -0.0158
Si, -0.2031, 0.1995, -0.1254
Si, 0.0588, -0.0236, -0.1542
Si, 0.0555, 0.0583, 0.061
Si, -0.1139, -0.3412, 0.1154
Si, -0.0651, 0.0689, 0.158
Si, -0.0141, -0.0224, 0.1117
Si, 0.0661, 0.0151, -0.0687
Si, -0.2684, -0.1841, -0.2025
Si, -0.0157, 0.0181, 0.1061
Si, 0.0963, 0.0061, 0.2468
Si, 0.0307, 0.044, 0.1891
Si, 0.1929, 0.2236, -0.0995
Si, -0.0619, -0.0579, -0.0612
Si, 0.0437, 0.096, -0.0658
Si, 0.0439, 0.172, -0.127
Si, 0.0067, -0.0271, -0.0287
Si, 0.1263, 0.0951, 0.0787
Si, 0.001, -0.0837, 0.4502
Si, -0.1385, -0.0348, 0.1484
Si, -0.1184, -0.161, -0.1238
Si, 0.0317, -0.0118, -0.0986
Si, 0.0096, 0.0136, 0.0988
Si, 0.05, 0.0904, -0.0512
Si, -0.0433, -0.0175, -0.1109
Si, -0.0027, -0.0113, 0.0701
Si, 0.0711, 0.1089, -0.0382
Si, -0.097, 0.0218, 0.0122
Si, -0.0823, 0.0069, -0.0413
Si, -0.0496, -0.0638, -0.0283
Si, -0.0192, 0.036, -0.0266
Si, -0.0136, -0.0049, -0.019
Si, 0.003, -0.0489, -0.0447
Si, -0.0045, 0.0367, -0.0312
Si, 0.0244, -0.0914, -0.0248
Si, 0.0219, -0.0222, -0.0499
Si, -0.0256, 0.093, -0.0217
Si, -0.0226, -0.0119, 0.052
Si, 0.0357, 0.0116, 0.0306
Si, -0.0251, -0.0129, 0.0598
Si, 0.0006, 0.1225, -0.0059
Si, 0.0208, 0.0836, 0.0085
Si, -0.0175, -0.0828, 0.0219
Si, 0.0373, 0.026, 0.0073
Si, -0.0454, -0.0255, 0.0318
Si, 0.0214, 0.015, 0.0646
Si, 0.1013, 0.0665, 0.0877
Si, -0.0622, -0.0336, 0.0577
Si, -0.0735, -0.1455, 0.0492
Si, -0.0215, 0.0083, 0.0354
Si, 0.0424, 0.0236, 0.085
Si, -0.0131, -0.0309, 0.0112
Si, -0.0369, -0.0373, 0.0256
Si, 0.0745, 0.2016, -0.0053
Si, -0.165, -0.0954, -0.1044
Si, -0.0317, 0.0219, 0.0787
Si, 0.217, -0.0388, 0.2824
Si, -0.1802, 0.0174, 0.0167
Si, 0.1017, 0.06, -0.1058
Si, 0.1327, -0.0468, -0.0452
Si, 0.0211, 0.0646, 0.1115
Si, -0.0795, -0.0576, -0.2089
Si, 0.1582, 0.0749, 0.005
Si, -0.1112, -0.0479, 0.0186
Si, 0.345, 0.3642, -0.0672
Si, -0.0671, 0.1367, 0.0415
Si, -0.0563, -0.1684, 0.1953
Si, 0.0106, -0.1117, 0.0891
Si, 0.2239, -0.0246, -0.1188
Si, -0.0515, -0.1766, -0.1086
Si, -0.0041, 0.2591, -0.1559
Si, 0.0308, -0.0377, -0.0908
Si, -0.2668, -0.0267, -0.3723
Si, -0.0777, 0.0881, 0.3494
Si, 0.172, -0.2115, 0.1201
Si, -0.0047, -0.0461, -0.0698
Si, 0.1453, 0.1711, -0.1343
Si, -0.0186, -0.0577, 0.1198
Si, -0.3704, 0.1093, -0.0662
Si, 0.0655, 0.1155, 0.2636
Si, 0.4782, -0.5726, -0.2593
Si, -0.1204, -0.054, -0.1366
Si, -0.2355, -0.2185, 0.0752
Si, -0.0858, 0.0267, -0.0359
Si, -0.1526, 0.1592, -0.0212
O, 0.0527, 0.0042, -0.1673
O, -0.0703, -0.0613, 0.2658
O, -0.0826, 0.052, 0.0701
O, -0.0465, -0.0382, 0.2044
O, -0.0049, -0.0381, 0.1021
O, 0.0609, -0.0938, -0.1179
O, 0.0017, 0.0079, 0.0406
O, -0.0001, 0.0611, 0.1026
O, -0.0492, -0.0218, -0.184
O, -0.0424, 0.0011, 0.027
O, -0.1249, -0.0896, 0.1463
O, -0.0486, 0.0266, -0.0733
O, -0.135, -0.0826, -0.2961
O, -0.0115, -0.0588, -0.0945
O, -0.136, -0.0067, -0.05
O, 0.011, -0.1796, -0.173
O, 0.0749, 0.0851, -0.0975
O, -0.0878, 0.0059, -0.2125
O, -0.0317, 0.0929, 0.0353
O, -0.008, -0.0095, 0.0849
O, -0.1598, -0.0128, 0.0692
O, -0.0326, -0.0089, 0.0312
O, -0.0697, 0.0481, -0.0418
O, -0.0812, 0.1935, -0.1762
Si, 0.1035, 0.2423, -0.0087
Si, -0.0962, 0.0447, 0.0663
Si, -0.0146, -0.0201, 0.1714
Si, 0.0605, -0.0648, 0.0285
Si, -0.1736, -0.0073, -0.1619
Si, 0.0085, 0.0205, -0.1223
Si, -0.0102, -0.0052, -0.029
Si, 0.1154, -0.0237, 0.2072
Si, -0.0242, 0.1714, -0.2125
Si, -0.0662, 0.0021, 0.0779
Si, -0.1427, -0.0337, 0.2046
Si, 0.0638, -0.0393, 0.4366
Si, 0.3234, -0.0144, 0.0109
Si, -0.0338, -0.1549, 0.1147
Si, -0.0836, 0.1844, 0.0674
Si, -0.0554, -0.033, -0.2558
Si, -0.0954, 0.1026, 0.5924
Si, 0.0112, 0.0034, 0.0418
Si, 0.0213, -0.0914, 0.0873
Si, -0.1011, 0.1553, 0.5649
Si, -0.1619, -0.0792, 0.0963
Si, 0.2788, 0.1922, 0.0254
Si, 0.0947, 0.0522, 0.0511
Si, -0.0176, -0.2789, -0.0736
Si, 0.0176, -0.0483, -0.052
Si, 0.1185, 0.1313, 0.1344
Si, 0.0543, 0.016, -0.4009
Si, -0.0896, -0.1621, -0.3001
Si, 0.0315, 0.0196, -0.1376
Si, -0.0509, 0.1865, -0.2948
Si, 0.1042, -0.2247, 0.0645
Si, -0.0039, 0.1394, -0.208
Si, -0.138, -0.0042, 0.1826
Si, 0.0964, 0.1524, -0.2182
Si, -0.0816, -0.0319, -0.0599
Si, 0.053, 0.0131, 0.2035
Si, -0.1141, 0.0214, -0.2467
Si, 0.2077, -0.0822, -0.0074
O, -0.0686, 0.0356, -0.1196
O, -0.0727, 0.0632, -0.0401
O, -0.1105, -0.052, 0.1217
O, -0.0244, -0.0875, 0.1453
O, 0.0304, 0.0399, 0.0732
O, 0.0762, -0.058, -0.659
O, 0.0219, -0.0364, 0.1234
O, 0.1396, -0.3098, 0.3192
O, 0.0433, -0.0212, 0.0986
O, 0.07, 0.0456, 0.1099
O, 0.0554, 0.0921, 0.0397
O, 0.0851, -0.1158, 0.33
O, 0.0122, 0.0818, -0.1732
O, -0.1856, 0.1139, 0.3112
O, -0.056, -0.0749, 0.0209
O, 0.1248, 0.017, 0.109
O, -0.0172, 0.0708, -0.2081
O, -0.0304, -0.1749, 0.0827
O, -0.0901, 0.0233, 0.0671
O, -0.0271, 0.0747, 0.0895
O, 0.1251, -0.0398, 0.2095
O, -0.049, 0.0528, 0.0009
O, -0.0197, 0.0445, -0.0618
O, -0.0696, -0.0364, -0.0776
O, 0.0364, -0.0366, 0.0033
O, -0.0545, 0.0687, -0.083
O, 0.3096, 0.1868, 0.0148
O, 0.1389, -0.0306, -0.1288
O, 0.1069, 0.0366, 0.139
O, 0.0016, 0.0253, 0.0367
O, 0.0221, -0.0215, -0.0066
O, 0.07, 0.044, 0.0286
O, 0.0475, -0.1787, -0.0451
O, 0.042, 0.0529, 0.047
O, -0.0024, -0.0401, 0.0301
O, 0.0795, -0.0135, -0.1119
O, 0.1108, 0.0344, 0.0713
O, -0.1123, -0.1104, -0.3581
O, 0.1276, 0.0652, 0.0257
O, -0.007, -0.0076, 0.0573
O, 0.1581, 0.0236, -0.0111
O, -0.0518, -0.0407, -0.0798
O, -0.0836, 0.0825, -0.1848
O, 0.0484, -0.0103, 0.0138
O, -0.2842, -0.2653, 0.2884
O, -0.0192, -0.009, 0.0117
O, 0.0269, 0.0123, 0.0528
O, -0.0462, -0.0563, -0.1141
O, -0.0072, 0.0561, -0.0132
O, -0.023, -0.0226, -0.0039
O, 0.0179, -0.0209, -0.0012
O, 0.0876, 0.0392, 0.1137
O, -0.0923, 0.2359, -0.1204
O, 0.0311, 0.1259, 0.0505
O, 0.0207, 0.0379, -0.0744
O, -0.0396, -0.0729, 0.0078
O, 0.0328, 0.1056, 0.0529
O, 0.0075, 0.027, 0.0048
O, 0.0708, -0.204, 0.1408
O, -0.0244, 0.0197, -0.1049
O, 0.1069, -0.2952, -0.1396
O, -0.0012, 0.0008, -0.0367
O, -0.0635, 0.0966, -0.0346
O, -0.0007, -0.0854, 0.0144
O, -0.0355, 0.0335, -0.0261
O, -0.013, 0.0688, -0.0678
O, -0.0524, 0.0847, 0.1237
O, -0.0147, 0.1264, 0.0589
O, -0.0181, -0.0089, -0.0768
O, -0.051, -0.0068, -0.0781
O, -0.0375, 0.0359, -0.0252
O, 0.0171, 0.0027, 0.0234

The program warned: the cutoff lies below the one the program advises for these potential files; the forces do not sum to zero within the program's tolerance; the exchange-correlation potential is rough where the density is thin.
